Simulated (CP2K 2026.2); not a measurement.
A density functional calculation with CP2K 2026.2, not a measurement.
Periodic cell of 534 atoms, Si358O176, from a study of silicon, its oxide and their interface. The atomic structure is a simulated model.
Doubt: the forces sum to 1.90 eV/angstrom along one axis rather than to zero, so they err by at least 0.0036 eV/angstrom per atom on average; the grid cutoff is modest.

Settings
functional: PBE
method: Gaussian and plane waves
basis set: DZVP-MOLOPT-SR-GTH
pseudopotentials: GTH-PBE
grid cutoff: 350 Ry, relative cutoff 50 Ry
k points: Gamma only
occupations: fixed
spin: none
net charge: 0

Cell vectors (angstrom)
a 16.4025 0 0
b 0 16.4025 0
c 0 0 35.7555

Atoms and the computed forces on them: element, x, y, z (angstrom), force x, y, z (eV/angstrom)
Si 16.14 0.62 35.376 0.124 -0.335 0.363
Si 2.431 3.327 0.01 -0.305 0.185 -0.039
Si 0.14 5.499 0.313 0.036 0.04 -0.25
Si 3.158 7.923 0.107 -0.11 0.179 -0.124
Si 16.111 11.379 0.09 -0.087 -0.16 -0.147
Si 2.706 13.418 35.714 -0.037 -0.009 -0.058
Si 5.675 16.392 0.231 0.059 -0.168 -0.125
Si 8.565 2.497 0.496 0.191 0.032 -0.395
Si 5.402 5.656 35.713 -0.098 0.124 -0.014
Si 8.374 8.114 35.287 -0.146 0.073 0.146
Si 5.096 11.333 0.012 0.038 -0.057 -0.059
Si 7.759 14.166 0.236 0.044 -0.035 -0.004
Si 10.482 0.225 0.363 -0.277 -0.19 -0.307
Si 13.332 3.571 0.009 0.571 0.142 -0.04
Si 11.461 4.979 0.252 -0.333 0.083 0.077
Si 14.268 7.657 35.68 0.186 -0.042 0.1
Si 11.112 10.977 35.549 -0.043 0.157 0.192
Si 13.758 13.61 0.102 0.153 -0.006 -0.039
Si 1.235 1.629 1.225 0.041 0.052 -0.155
Si 4.132 4.232 1.379 -0.005 0.007 -0.038
Si 1.497 6.94 1.504 0.217 -0.033 -0.186
Si 4.17 9.619 1.394 -0.02 0.01 -0.187
Si 1.33 12.331 1.51 -0.067 0.076 -0.183
Si 3.928 15.133 1.261 0.098 -0.152 -0.323
Si 6.879 1.374 1.68 0.006 0.029 -0.21
Si 9.821 4.057 1.678 -0.07 -0.039 -0.039
Si 7.037 6.861 1.186 -0.024 -0.041 -0.113
Si 9.645 9.55 1.056 0.027 0.039 -0.075
Si 6.71 12.398 1.382 -0.023 0.082 -0.289
Si 9.326 15.138 1.7 -0.02 -0.081 -0.32
Si 12.181 1.307 1.524 -0.013 -0.156 -0.085
Si 15.041 4.223 1.566 -0.189 -0.213 -0.293
Si 12.465 6.811 1.334 0.105 0.001 -0.144
Si 15.095 9.528 1.235 0.016 0.091 -0.162
Si 12.194 12.402 1.374 0.057 -0.063 -0.071
Si 15.048 15.297 1.16 -0.052 0.016 -0.165
Si 16.368 2.78 2.824 -0.004 0.026 0.12
Si 2.607 0.137 2.614 -0.072 0.043 -0.029
Si 0.08 8.329 2.772 -0.116 0.027 -0.047
Si 2.819 5.551 2.846 0.091 -0.07 0.144
Si 16.378 13.843 2.676 -0.095 0.195 0.092
Si 2.72 10.919 2.79 0.063 -0.052 0.044
Si 5.432 2.81 2.79 -0.122 0.138 0.064
Si 8.13 0.076 3.116 0.051 -0.021 0.254
Si 5.627 8.253 2.67 0.151 -0.084 0.006
Si 8.286 5.51 2.729 -0.091 -0.004 -0.005
Si 5.332 13.756 2.755 -0.061 0.08 -0.044
Si 8.239 10.942 2.568 -0.001 0.055 -0.169
Si 11.084 2.728 3.047 0.081 0.123 0.036
Si 13.685 0.015 2.751 0.082 -0.034 0.083
Si 10.974 8.238 2.587 0.034 -0.093 -0.057
Si 13.725 5.586 2.908 -0.069 -0.048 0.083
Si 10.853 13.717 2.801 0.057 -0.001 0.047
Si 13.635 10.93 2.642 0.023 -0.01 -0.029
Si 1.384 4.157 4.165 0.057 -0.02 -0.104
Si 4.028 1.407 4.083 0.014 0.08 -0.025
Si 1.391 9.621 4.206 0.008 -0.017 0.001
Si 4.221 6.931 4.138 -0.068 -0.07 -0.142
Si 1.353 15.136 4.094 -0.143 0.022 -0.073
Si 4.059 12.325 4.14 0.064 0.086 -0.05
Si 6.855 4.176 4.122 0.001 0.013 -0.074
Si 9.613 1.414 4.335 -0.031 -0.089 0.061
Si 6.922 9.633 4.067 0.005 -0.163 -0.009
Si 9.633 6.903 4.08 -0.029 -0.034 -0.096
Si 6.709 15.022 4.248 0.006 0.059 -0.027
Si 9.52 12.276 4.086 0.066 0.056 0
Si 12.406 4.188 4.297 0.041 -0.093 -0.033
Si 15.023 1.376 4.178 0.048 0.026 -0.141
Si 12.292 9.58 4.062 0.036 0.104 -0.081
Si 15.124 6.952 4.179 -0.094 0.047 -0.013
Si 12.311 15.046 4.131 -0.096 -0.007 -0.025
Si 15.02 12.353 4.028 -0.04 0.028 -0.218
Si 16.388 16.393 10.986 0.018 -0.001 -0.007
Si 2.729 2.711 10.999 0.01 0.026 0.003
Si 16.386 5.434 10.98 0.062 0.029 -0.014
Si 2.73 8.188 10.969 0.023 0.005 -0.003
Si 16.39 10.934 10.979 0.003 -0.011 0.004
Si 2.723 13.667 10.987 0.021 -0.019 0.008
Si 5.46 16.394 10.984 -0.007 0.022 -0.002
Si 8.205 2.713 10.986 0.011 -0.016 0.016
Si 5.47 5.446 10.986 0.02 0.006 -0.009
Si 8.211 8.198 10.984 -0.003 0.026 -0.001
Si 5.48 10.944 10.965 0.001 -0.028 -0.016
Si 8.194 13.676 10.958 -0.013 0.028 -0.004
Si 10.926 16.395 10.978 0.021 -0.019 0.015
Si 13.662 2.713 10.972 0.01 0 0.01
Si 10.941 5.456 10.98 -0.016 0.001 0.004
Si 13.66 8.188 10.989 0.015 -0.003 0.002
Si 10.931 10.931 10.978 0.015 -0.003 -0.009
Si 13.646 13.669 10.988 0.025 -0.007 0.009
Si 1.353 1.335 12.356 -0.042 -0.056 0.008
Si 4.118 4.053 12.355 -0.029 0.012 -0.002
Si 1.362 6.787 12.327 -0.067 -0.035 -0.029
Si 4.112 9.565 12.311 0.008 0.011 -0.028
Si 1.344 12.307 12.35 0.007 -0.01 0.004
Si 4.093 15.029 12.358 0.005 -0.023 0.018
Si 6.843 1.333 12.362 -0.019 0.024 0.006
Si 9.597 4.064 12.349 0.007 0.056 -0.009
Si 6.857 6.802 12.33 -0.012 -0.01 -0.012
Si 9.584 9.554 12.346 -0.035 -0.031 0.004
Si 6.859 12.298 12.338 -0.016 0.015 0
Si 9.541 15.041 12.344 -0.016 -0.059 -0.011
Si 12.308 1.346 12.354 -0.018 0.028 -0.005
Si 15.031 4.043 12.36 -0.066 -0.032 0.011
Si 12.301 6.8 12.363 0.025 0.014 0.006
Si 15.022 9.559 12.346 0.042 0.04 -0.017
Si 12.276 12.303 12.349 -0.012 -0.043 0.004
Si 15.009 15.041 12.349 0.026 0.02 0.01
Si 16.37 2.645 13.748 0.115 0.007 0.006
Si 2.691 16.363 13.738 0.025 0.115 -0.04
Si 16.372 8.137 13.674 0.048 0.023 0.032
Si 2.711 5.391 13.692 0.048 0.035 0.013
Si 16.362 13.677 13.716 -0.032 -0.018 -0.065
Si 2.737 10.921 13.671 -0.017 -0.026 0.03
Si 5.467 2.671 13.737 0.043 -0.026 0.033
Si 8.204 16.388 13.767 -0.011 -0.014 0.052
Si 5.484 8.185 13.654 -0.025 0.014 0.009
Si 8.215 5.421 13.696 0.002 -0.024 -0.008
Si 5.498 13.669 13.699 -0.066 -0.011 -0.012
Si 8.246 10.942 13.708 0.009 -0.028 0.01
Si 10.945 2.69 13.741 0.013 -0.038 -0.005
Si 13.665 16.394 13.749 0.043 -0.037 0.019
Si 10.921 8.167 13.723 -0.024 0.046 0.006
Si 13.633 5.378 13.721 0.049 0.026 -0.011
Si 10.89 13.664 13.704 -0.028 0.072 -0.017
Si 13.636 10.927 13.707 0.01 -0.045 -0.014
Si 1.375 3.982 15.078 -0.152 -0.063 0.022
Si 4.087 1.284 15.104 -0.036 -0.043 0.021
Si 1.369 9.503 14.989 -0.045 0.034 -0.011
Si 4.097 6.803 14.973 -0.013 -0.029 0.005
Si 1.295 15.027 15.118 0.014 -0.124 0.039
Si 4.1 12.313 15.023 0.06 -0.009 -0.001
Si 6.881 4.031 15.067 -0.012 0.076 -0.017
Si 9.584 1.357 15.145 0.025 0.028 -0.031
Si 6.885 9.531 15.006 -0.008 0.009 0.041
Si 9.574 6.761 15.087 -0.001 -0.017 0.079
Si 6.85 14.987 15.136 -0.001 0.052 0.006
Si 9.59 12.301 15.135 -0.031 -0.019 0.092
Si 12.322 3.992 15.154 -0.014 0.023 0.1
Si 15.049 1.278 15.205 -0.149 0.004 0.094
Si 12.274 9.555 15.078 0.025 0.031 0.011
Si 15 6.754 15.04 0.006 -0.042 -0.003
Si 12.223 15.056 15.049 -0.016 -0.003 0.05
Si 14.957 12.342 15.059 0.1 -0.002 0.023
Si 16.361 16.274 16.656 -0.043 0.059 0.212
Si 2.716 2.606 16.504 0.029 -0.005 0.09
Si 16.377 5.363 16.368 0.118 -0.009 0.02
Si 2.748 8.138 16.36 -0.01 0.028 0.219
Si 16.345 10.871 16.26 -0.045 -0.041 0.09
Si 2.699 13.646 16.395 0.004 -0.003 -0.004
Si 5.397 16.274 16.494 -0.084 0.023 0.061
Si 8.207 2.692 16.521 0.007 0.003 0.183
Si 5.478 5.447 16.299 0.011 -0.078 0.02
Si 8.231 8.181 16.421 -0.027 0.052 0.068
Si 5.525 10.94 16.305 -0.168 0.027 0.032
Si 8.241 13.664 16.547 0.068 0.007 0.116
Si 10.978 0.028 16.522 0.038 -0.101 0.147
Si 13.704 2.656 16.61 0.045 0.057 0.103
Si 10.869 5.311 16.484 0.06 0.034 0.091
Si 13.552 8.059 16.377 0.008 0.016 0.072
Si 11.015 10.978 16.519 0.049 -0.073 0.148
Si 13.541 13.712 16.425 -0.061 0.103 0.003
Si 1.416 1.202 18.014 0.061 -0.027 -0.01
Si 4.148 4.094 17.677 0.054 0.045 -0.168
Si 1.368 6.69 17.682 -0.128 -0.123 -0.19
Si 4.178 9.573 17.63 0.039 0.096 -0.193
Si 1.354 12.161 17.607 -0.47 0.229 0.112
Si 4.027 14.865 17.917 0.05 -0.036 -0.05
Si 6.769 1.282 17.785 0.076 -0.088 -0.195
Si 9.533 4.038 18.03 -0.069 -0.08 -0.002
Si 6.775 6.811 17.7 -0.051 0.026 -0.033
Si 9.656 9.541 17.789 0.033 0.019 -0.194
Si 6.843 12.194 17.813 -0.087 0.027 0.095
Si 9.679 15.048 17.924 -0.094 0.204 -0.152
Si 12.323 1.314 18.06 -0.064 0.062 -0.205
Si 15.14 4.071 17.917 0.013 -0.093 0.067
Si 12.217 6.674 17.832 0.041 -0.01 -0.001
Si 14.958 9.482 17.561 0.1 0.136 -0.064
Si 12.393 12.364 18.006 0.035 -0.194 0.182
Si 14.715 15.014 18.001 -0.151 -0.167 -0.172
Si 0.213 2.748 19.342 0.163 0.217 0.103
Si 2.804 16.214 19.486 0.219 0.027 0.337
Si 16.293 8.082 18.837 -0.068 -0.392 -0.044
Si 2.85 5.451 19.052 -0.073 0.033 0.221
Si 16.376 12.896 19.377 0.307 -0.939 0.244
Si 2.641 10.771 18.898 0.295 0.174 0.225
Si 5.465 2.75 19.057 -0.046 0.237 0.132
Si 8.092 16.313 19.152 -0.077 0.018 -0.278
Si 5.525 8.304 19.031 0.132 -0.097 0.196
Si 8.053 5.545 19.199 -0.225 -0.09 0.064
Si 5.191 13.203 19.207 -0.169 -0.162 -0.456
Si 8.292 10.89 19.142 0.179 0.166 0.062
Si 10.956 2.655 19.491 0.05 -0.081 0.064
Si 13.643 0.023 19.628 -0.063 0.163 0.265
Si 10.845 8.05 19.203 0.058 0.171 0.063
Si 13.642 5.386 19.25 -0.01 -0.022 0
Si 11.061 13.866 19.465 -0.167 0.099 0.257
Si 13.839 10.742 19.185 -0.171 -0.352 0.233
Si 2.05 3.83 20.599 -0.015 0.092 -0.128
Si 4.158 1.5 20.486 -0.329 -0.008 0.013
Si 1.332 9.336 20.058 0.191 -0.63 -0.17
Si 3.788 7.286 20.238 -0.214 0.056 -0.082
Si 1.869 14.58 21.097 -0.072 0.233 -0.396
Si 3.711 11.994 20.594 -0.266 -0.511 -0.445
Si 6.82 4 20.556 0.043 0.186 0.16
Si 8.616 1.476 20.838 0.318 -0.432 0.275
Si 7.407 9.074 20.337 -0.698 0.42 -0.003
Si 8.989 7.252 20.492 0.478 -0.524 0.164
Si 7.167 14.816 20.696 0.347 0.438 0.234
Si 9.395 12.582 20.479 0.026 -0.151 -0.041
Si 12.642 3.774 20.703 0.086 0.274 0.372
Si 15.054 1.645 20.674 0.179 -0.045 0.096
Si 12.514 9.208 20.394 0.112 0.057 0.176
Si 14.768 7.112 20.351 0.068 -0.096 -0.158
Si 12.169 15.401 21.407 0.516 -0.315 -0.611
Si 15.911 10.809 20.616 -0.388 0.825 -0.022
Si 0.034 1.508 23.571 -0.012 0.205 0.278
Si 4.841 15.686 24.71 -0.24 0.027 0.147
Si 15.865 6.995 23.167 -0.188 -0.164 0.23
Si 4.449 7.056 23.14 0.001 0.056 0.191
Si 15.685 11.365 22.889 -0.082 0.329 -0.178
Si 2.34 14.545 25.658 -0.025 0.025 0.148
Si 6.511 16.397 22.183 -0.094 0.092 -0.016
Si 9.491 16.186 26.391 0.016 -0.096 0.231
Si 4.083 10.202 23.249 0.082 0.027 0.196
Si 8.765 6.596 23.55 -0.149 0.049 0.361
Si 7.918 9.35 23.164 -0.268 0.264 0.494
Si 8.39 13.308 25.962 0.022 -0.113 0.031
Si 11.52 0.717 24.138 0.194 0.223 0.354
Si 13.542 6.263 25.033 0.008 -0.034 0.156
Si 12.475 3.569 23.756 0.184 -0.07 0.331
Si 10.664 9.405 31.529 -0.064 0.207 -0.377
Si 10.665 10.608 22.569 0.198 0.094 -0.217
Si 13.668 13.482 23.5 0.127 -0.122 0.478
Si 2.443 0.924 25.02 -0.062 0.155 0.336
Si 5.732 2.945 26.215 -0.002 -0.091 0.152
Si 2.552 9.202 26.965 -0.044 0.037 -0.01
Si 6.4 4.683 23.683 0.129 0.069 0.023
Si 1.093 9.512 24.233 0.133 0.103 0.42
Si 5.469 16.376 27.47 -0.036 -0.06 0.091
Si 7.719 0.599 29.65 -0.031 -0.023 0.102
Si 10.856 7.388 25.865 0.068 0.149 0.145
Si 9.577 5.519 28.026 0.009 0.11 0.036
Si 9.001 12.02 28.686 0.099 -0.045 -0.015
Si 3.4 14.171 28.452 0.013 0.096 -0.129
Si 6.388 11.231 25.096 -0.126 0.057 0.113
Si 14.085 1.554 25.166 0.031 0.075 0.222
Si 1.911 5.481 23.377 0.2 -0.213 0.164
Si 1.8 6.654 28.42 0.021 -0.108 0.022
Si 12.679 9.022 29.646 0.028 0.065 -0.026
Si 11.35 12.231 25.114 -0.033 0.177 0.249
Si 0.251 14.053 23.527 -0.106 -0.225 0.117
Si 1.259 3.537 25.2 0.046 0.019 0.123
Si 14.715 2.744 33.297 -0.054 -0.045 -0.224
Si 5.388 9.454 27.505 0.02 -0.007 0.031
Si 11.787 14.797 33.777 -0.01 0.171 -0.026
Si 6.621 6.729 28.224 -0.088 0.019 0.126
Si 8.503 2.612 27.601 -0.013 -0.019 -0.018
Si 10.035 14.976 29.232 -0.015 0.067 -0.097
Si 6.253 2.368 31.685 0.081 -0.001 -0.313
Si 11.129 10.12 27.278 0.023 -0.014 0.118
Si 5.309 4.884 30.175 -0.081 0.021 -0.114
Si 14.611 2.752 28.049 0.064 -0.03 -0.06
Si 0.298 1.5 29.597 0.089 0.009 -0.156
Si 10.793 6.806 30.605 0.008 0.26 -0.389
Si 1.66 10.649 31.305 -0.129 -0.079 -0.091
Si 15.211 13.45 31.25 0.056 -0.032 -0.148
Si 14.944 10.352 31.144 0.04 -0.003 -0.318
Si 1.677 0.259 33.059 -0.152 0.078 -0.285
Si 4.165 1.544 33.763 0.031 -0.033 -0.019
Si 3.279 8.469 32.961 -0.013 0.027 -0.204
Si 4.24 5.113 27.457 -0.159 0.034 0.135
Si 1.191 15.185 30.323 -0.138 0.016 -0.269
Si 0.794 12.615 33.421 0.032 -0.121 -0.217
Si 7.384 4.234 33.847 -0.032 -0.229 0.125
Si 12.626 15.349 31.039 0.085 0 -0.108
Si 6.183 9.619 33.36 -0.135 0.069 -0.198
Si 9.888 5.996 33.471 0.157 -0.043 -0.148
Si 8.147 11.21 31.541 0.066 -0.038 -0.254
Si 9.446 12.867 33.643 -0.17 0.101 -0.164
Si 15.777 5.296 27.101 0.058 -0.044 -0.004
Si 0.977 3.181 31.845 0.037 0.013 -0.358
Si 12.978 9.442 33.533 0.038 0.058 -0.275
Si 2.738 5.777 31.422 0.049 0.044 -0.222
Si 13.986 1.579 30.671 -0.043 -0.052 -0.011
Si 3.465 11.233 28.736 0.001 0.065 0.117
O 15.275 1.614 34.356 0.373 -0.076 0.022
O 0.729 16.236 34.312 0.016 -0.169 0.217
O 3.235 0.221 33.519 0.189 -0.042 0.377
O 3.288 2.746 34.456 -0.102 0.048 -0.229
O 1.245 4.466 35.238 0.115 -0.364 0.332
O 1.885 4.517 32.014 -0.071 0.067 0.448
O 2.675 8.687 34.467 -0.17 0.089 0.212
O 8.478 5.227 33.158 -0.194 -0.14 0.078
O 1.643 12.036 32.155 -0.188 0.388 -0.107
O 0.38 11.293 34.317 -0.1 -0.246 0.292
O 1.738 13.602 34.341 -0.022 -0.003 0.291
O 15.885 13.377 32.755 0.128 0.236 0.257
O 6.664 15.231 35.32 -0.007 -0.27 0.458
O 5.351 1.058 34.764 0.069 0.012 0.113
O 9.488 1.379 35.396 -0.071 -0.188 0.752
O 7.909 3.601 35.236 0.084 -0.009 -0.145
O 4.216 6.76 35.282 -0.034 0.023 0.481
O 6.008 5.037 34.268 -0.331 0.155 -0.038
O 9.473 7.387 34.254 0.083 0.141 0.359
O 7.252 8.756 34.245 0.311 -0.123 0.265
O 5.687 10.841 34.312 0.16 0.103 0.267
O 3.932 12.401 35.248 0.005 -0.226 0.055
O 8.374 12.565 32.43 0.095 0.102 0.041
O 8.637 13.79 34.677 0.007 -0.142 0.148
O 13.774 14.206 31.162 -0.216 -0.241 0.143
O 11.116 15.724 34.908 -0.137 0 -0.055
O 1.049 2.814 30.231 -0.142 0.099 -0.024
O 13.879 3.796 34.211 -0.137 0.17 0.11
O 10.831 5.15 34.481 0.235 -0.242 0.055
O 12.965 1.968 0.182 0.147 0.061 0.333
O 15.481 6.554 35.236 -0.292 0.232 0.269
O 13.672 8.141 34.218 -0.051 -0.252 0.069
O 10.004 11.558 34.455 -0.05 -0.388 -0.102
O 12.47 10.45 34.725 -0.118 -0.071 0.039
O 14.897 12.461 35.512 -0.15 0.059 0.06
O 13.101 14.055 34.4 -0.003 -0.028 0.162
O 3.105 2.641 21.161 -0.328 0.05 -0.158
O 1.822 4.825 21.893 -0.269 -0.019 0.154
O 5.979 15.684 23.562 0.173 0.234 0.061
O 5.23 0.907 21.608 0.213 -0.044 0.437
O 2.507 8.276 20.755 -0.209 0.24 -0.194
O 0.585 14.187 20.163 0.286 0.157 -0.151
O 4.686 8.667 23.401 0.281 -0.091 -0.147
O 4.635 6.743 21.552 -0.213 0.028 -0.187
O 2.839 13.242 21.256 -0.255 0.371 0.551
O 1.143 15.008 22.527 0.06 0.271 -0.182
O 2.557 13.834 27.09 0.047 0.02 0.112
O 4.198 10.922 21.771 -0.065 0.214 -0.021
O 6.245 4.271 22.101 -0.179 -0.107 -0.663
O 10.263 1.618 20.673 -0.19 0.352 -0.432
O 10.375 16.383 25.031 -0.128 0.008 -0.185
O 7.921 0.908 22.26 0.136 0.446 -0.022
O 6.984 9.667 21.862 0.28 -0.345 0.009
O 8.157 3.043 20.75 0.119 -0.218 -0.048
O 7.941 5.231 23.944 0.21 -0.255 -0.292
O 9.332 6.575 22.017 -0.214 0.176 -0.656
O 8.306 13.687 21.095 -0.443 -0.203 -0.031
O 8.422 14.953 26.08 -0.005 0.135 -0.169
O 10.035 11.915 21.843 -0.036 0.058 -0.073
O 8.165 12.522 27.383 -0.043 0.07 -0.077
O 12.667 4.898 24.721 -0.38 -0.276 -0.079
O 12.197 4.183 22.272 0.164 0.092 -0.701
O 13.93 2.792 21.05 -0.182 0.086 -0.206
O 15.794 1.226 22.115 -0.058 -0.288 -0.283
O 11.876 9.942 21.725 -0.082 -0.139 -0.111
O 14.168 11.947 23.179 0.008 0.067 0.093
O 15.746 6.638 21.589 -0.068 0.131 -0.081
O 13.623 8.118 21.032 -0.009 0.045 -0.695
O 12.996 14.175 22.177 -0.309 0.182 -0.35
O 11.628 0.016 22.642 -0.187 -0.407 -0.546
O 14.968 13.563 18.845 0.052 0.141 -0.115
O 9.873 8.159 30.806 0.08 -0.046 0.147
O 0.245 3.081 23.985 0.065 -0.093 0.083
O 1.54 0.882 23.663 -0.006 -0.309 -0.212
O 5.238 1.496 26.874 -0.124 0.144 -0.171
O 4.009 0.715 24.594 0.149 -0.089 -0.024
O 2.88 6.78 23.496 0.005 -0.009 -0.121
O 0.402 5.868 23.854 0.059 0.113 -0.122
O 1.497 9.004 25.734 0.016 -0.196 -0.099
O 5.389 5.974 23.944 -0.164 0.063 -0.23
O 11.269 11.088 23.977 0.076 -0.121 -0.053
O 16.292 10.631 24.244 0.002 -0.083 -0.077
O 0.303 12.645 22.73 0.155 -0.05 -0.074
O 3.684 14.499 24.682 0.064 0.145 -0.024
O 5.664 15.498 26.111 -0.059 -0.115 -0.073
O 8.404 1.983 29.107 -0.029 0.004 0.278
O 5.709 14.142 20.47 0.261 0.043 0.144
O 11.329 2.386 24.074 -0.037 -0.079 0.031
O 10.615 6.292 27.047 -0.008 0.003 -0.078
O 6.136 3.356 24.647 0.174 -0.194 -0.32
O 8.126 6.253 27.848 -0.092 -0.123 -0.264
O 4.969 11.16 24.267 -0.269 0.142 0.035
O 7.546 10.362 24.362 0.083 -0.335 -0.137
O 7.686 7.823 23.681 -0.078 0.148 -0.355
O 10.291 15.67 27.748 0.017 0.026 -0.191
O 9.494 9.496 22.763 -0.108 -0.391 0.267
O 8.884 1.306 26.656 0.004 -0.201 -0.057
O 12.914 0.441 24.973 -0.277 -0.305 0.006
O 13.862 2.729 24.034 -0.054 0.078 -0.338
O 14.351 6.917 23.766 0.056 0.136 -0.396
O 14.239 9.377 30.007 0.226 0.074 0.092
O 12.45 7.37 25.514 0.233 -0.111 -0.006
O 2.733 7.022 32.454 -0.057 -0.18 0.331
O 4.127 8.785 26.656 -0.142 0.115 -0.05
O 9.867 12.916 25.326 0.017 -0.151 0.026
O 10.486 8.93 26.328 0.009 -0.047 -0.292
O 15.048 14.351 23.854 -0.107 0.109 -0.36
O 12.512 13.336 24.69 0.001 0.04 0.053
O 13.671 2.162 32.159 -0.011 -0.215 -0.073
O 2.052 2.269 25.855 -0.004 0.048 0.09
O 2.797 5.86 27.373 0.218 0.103 -0.19
O 7.091 3.262 27.082 -0.04 -0.148 0.233
O 2.616 10.791 27.383 0.091 -0.104 -0.183
O 11.598 8.96 32.789 0.152 -0.119 0.062
O 4.144 12.73 28.72 0.092 -0.051 -0.224
O 6.281 6.134 29.727 0.055 0.111 0.185
O 2.474 10.134 23.594 -0.089 0.195 -0.422
O 1.032 13.911 24.951 -0.093 0.128 0.154
O 2.439 14.344 29.743 0.108 0.014 0.231
O 4.29 15.549 28.287 -0.159 0.059 -0.056
O 8.834 15.841 29.962 -0.113 -0.027 -0.027
O 6.739 16.393 28.484 0.095 0.045 0.146
O 9.984 6.894 24.584 0.012 0.064 -0.253
O 14.717 6.075 26.155 -0.231 0.015 -0.266
O 4.421 3.887 26.432 0 -0.048 -0.314
O 4.917 8.669 32.922 0.225 -0.102 0.074
O 9.972 10.762 28.26 0.193 -0.005 -0.112
O 6.468 8.352 28.066 0.254 0.17 0.089
O 8.055 11.511 29.932 -0.374 0.161 0.081
O 6.136 10.569 26.573 0.279 0.291 0.029
O 7.056 12.751 25.142 0.062 -0.073 0.165
O 9.522 10.436 31.916 0.131 -0.083 0.282
O 15.526 0.88 24.803 0.199 -0.284 -0.094
O 13.95 2.191 26.669 -0.314 0.144 -0.181
O 0.336 8.358 23.362 0.073 0.097 -0.124
O 2.43 4.437 24.513 -0.061 0.092 -0.003
O 0.145 9.993 31.207 0.101 -0.06 0.047
O 11.732 10.069 30.486 -0.242 0.119 -0.017
O 14.093 10.126 32.537 -0.127 0.052 0.392
O 4.734 10.189 28.826 -0.015 -0.067 0.12
O 11.762 11.397 26.465 0.206 -0.018 0.062
O 14.894 11.933 30.714 -0.228 0.129 0.074
O 2.053 16.111 26.026 -0.073 0.129 0.162
O 13.13 0.279 30.294 0.132 -0.087 -0.219
O 0.409 4.312 26.327 0.225 -0.18 -0.238
O 15.898 3.513 32.458 -0.108 0.006 0.431
O 1.44 15.599 31.868 0.195 0.085 0.289
O 1.427 1.809 32.6 0.324 -0.119 -0.099
O 4.315 5.35 31.361 0.129 0.104 0.097
O 4.351 4.452 28.937 0.078 -0.19 0.277
O 1.162 0.144 29.398 0.211 0.141 0.016
O 16.24 14.263 30.255 -0.018 0.089 0.212
O 5.506 6.113 27.202 -0.04 0.083 -0.222
O 2.641 9.573 31.981 0.23 -0.072 -0.257
O 7.196 2.96 32.857 -0.061 0.167 0.019
O 4.795 2.02 32.328 -0.395 0.178 0.081
O 11.365 14.929 30.138 -0.021 0.074 -0.155
O 12.245 7.46 30.067 -0.017 -0.198 0.17
O 6.89 1.018 30.999 0.171 0.119 -0.034
O 10.153 5.753 29.545 0.112 -0.292 0.275
O 9.752 13.376 29.157 -0.029 0.092 -0.146
O 12.346 9.369 28.089 0.044 0.112 -0.143
O 6.875 10.313 32.032 -0.218 -0.011 0.205
O 9.519 3.908 27.682 0.005 -0.032 0.074
O 14.855 4.351 28.043 -0.004 0.059 0.432
O 13.708 2.567 29.401 -0.09 0.028 0.024
O 16.02 1.92 28.183 0.079 -0.058 -0.043
O 15.553 1.111 30.696 -0.092 -0.074 0.46
O 10.776 6.121 32.088 -0.093 -0.016 0.332
O 6.141 3.552 30.566 0.219 0.025 -0.148
O 0.253 6.309 28.024 -0.017 0.22 -0.109
O 2.13 6.245 29.967 0.03 -0.079 -0.085
O 12.208 15.768 32.55 0.05 0.12 0.311
O 10.755 13.699 33.143 0.038 -0.186 -0.329
O 2.023 8.26 28.201 0.121 0.13 0.033
O 2.352 11.054 29.898 -0.05 -0.005 0.082
Si 16.4 0.025 5.532 0.012 -0.016 -0.049
Si 2.728 2.762 5.521 -0.049 -0.002 -0.054
Si 0.036 5.526 5.536 0.007 -0.009 -0.033
Si 2.783 8.232 5.516 0.056 0.051 -0.01
Si 16.378 11.009 5.478 0.065 0.037 -0.041
Si 2.691 13.719 5.48 0.039 -0.005 -0.054
Si 5.371 0.052 5.526 -0.025 -0.083 0.025
Si 8.181 2.809 5.558 0.061 0.053 0.022
Si 5.509 5.518 5.524 0.041 0.031 -0.017
Si 8.246 8.244 5.474 0.05 0.07 -0.098
Si 5.492 10.955 5.463 -0.007 0.046 -0.08
Si 8.163 13.636 5.5 -0.066 -0.035 0.005
Si 10.976 16.382 5.577 0 0.017 0.014
Si 13.722 2.749 5.589 0.035 0.094 0.05
Si 10.942 5.542 5.535 0.01 -0.027 -0.013
Si 13.672 8.267 5.496 0.026 -0.015 -0.04
Si 10.926 10.941 5.463 0 -0.044 -0.086
Si 13.669 13.658 5.481 -0.035 -0.017 -0.03
Si 1.367 1.388 6.893 -0.02 0.025 0.01
Si 4.12 4.129 6.873 -0.002 -0.003 -0.035
Si 1.412 6.871 6.893 0.003 -0.061 0.012
Si 4.137 9.602 6.87 -0.042 -0.024 0.004
Si 1.35 12.341 6.865 -0.059 0.033 0.001
Si 4.05 15.054 6.885 0 0.045 0.017
Si 6.799 1.397 6.874 -0.001 0.005 -0.029
Si 9.577 4.158 6.901 -0.072 0.031 0.006
Si 6.881 6.88 6.872 -0.037 -0.053 -0.003
Si 9.59 9.588 6.868 -0.004 -0.021 0.014
Si 6.82 12.291 6.885 0.036 0.008 0.018
Si 9.55 15.007 6.87 0.045 -0.002 -0.012
Si 12.33 1.373 6.917 -0.02 -0.013 0.046
Si 15.083 4.141 6.91 0.016 -0.058 0.034
Si 12.325 6.889 6.885 0.003 -0.03 0.002
Si 15.036 9.625 6.865 -0.088 0.02 0.009
Si 12.293 12.298 6.852 0.004 0.045 -0.049
Si 15.033 15.027 6.865 0.014 0.01 -0.001
Si 0.015 2.746 8.268 0.042 0.039 0.007
Si 2.71 0.009 8.266 -0.005 -0.045 0.008
Si 0.002 8.231 8.231 0.032 0.003 -0.006
Si 2.75 5.475 8.257 -0.013 0.014 0.002
Si 16.389 13.677 8.254 0.015 -0.02 0.004
Si 2.733 10.958 8.224 0.061 0.007 -0.008
Si 5.457 2.751 8.26 0.015 0.006 0.013
Si 8.182 0.002 8.218 -0.002 -0.002 0.001
Si 5.488 8.219 8.243 0.018 0.016 -0.009
Si 8.208 5.501 8.267 0.053 0.01 0.019
Si 5.443 13.677 8.228 0.008 0.02 -0.017
Si 8.205 10.933 8.24 -0.016 0.007 0.003
Si 10.937 2.75 8.247 -0.005 -0.018 -0.006
Si 13.68 16.386 8.258 0.002 0.033 0.001
Si 10.944 8.226 8.252 0.016 0.014 0.008
Si 13.678 5.493 8.246 -0.022 -0.017 -0.013
Si 10.928 13.655 8.234 -0.023 -0.015 0.01
Si 13.657 10.953 8.247 0.042 -0.014 0.006
Si 1.386 4.096 9.627 -0.014 -0.035 0.012
Si 4.095 1.366 9.621 0.005 0.001 0.001
Si 1.372 9.583 9.605 -0.024 0.001 -0.013
Si 4.124 6.835 9.613 -0.015 -0.02 -0.011
Si 1.353 15.035 9.625 -0.024 0.039 0.002
Si 4.095 12.312 9.611 -0.02 0.017 -0.011
Si 6.847 4.101 9.619 -0.025 0.012 -0.002
Si 9.564 1.36 9.595 -0.008 0.031 0.014
Si 6.852 9.57 9.616 -0.007 -0.018 -0.008
Si 9.588 6.848 9.623 -0.016 -0.016 -0.001
Si 6.817 15.039 9.594 -0.013 -0.039 0.001
Si 9.567 12.298 9.608 0.004 -0.012 0.01
Si 12.314 4.107 9.609 0.015 0.025 0.005
Si 15.043 1.361 9.611 -0.004 -0.021 0.002
Si 12.309 9.575 9.621 -0.022 -0.002 -0.003
Si 15.046 6.844 9.615 -0.023 -0.015 -0.004
Si 12.29 15.025 9.607 -0.011 0.006 0.002
Si 15.021 12.311 9.621 -0.01 0.009 -0.011

Results
total energy: -115453.765 eV
total energy less fixed offsets of O -438.35, Si -107.03 eV per atom: 12.575 eV
